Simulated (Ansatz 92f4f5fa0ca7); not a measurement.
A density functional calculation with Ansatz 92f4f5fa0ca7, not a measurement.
Periodic cell of 224 atoms, Si134O86N4, from a study of silicon, its oxide and their interface. The atomic structure is a simulated model.

Settings: functional r2SCAN; potential files Ansatz PAW; basis plane waves; wave-function cutoff 800 eV; density cutoff ratio 5; exchange-correlation grid ratio 1; k mesh 1 x 1 x 1, shifted by 0.5 0.5 0 of a step; self-consistency stop 1e-10 eV per atom in the density residual; occupations fixed; spin none; net charge 0.

Cell vectors (angstrom)
a, 10.88, 0, 0
b, 0, 10.88, 0
c, 0, 0, 31.8188

Atoms and the computed forces on them: element, x, y, z (angstrom), force x, y, z (eV/angstrom)
Si, 0.2861, -0.2907, -0.1107, -0.0352, -0.0464, -0.2495
Si, 2.9898, 2.5072, -0.1356, 0.0049, 0.0263, -0.2909
Si, -0.2282, 5.659, -0.0271, 0.0428, 0.0283, -0.2492
Si, 2.4328, 8.3048, -0.0791, -0.0134, -0.0666, -0.283
Si, 5.2195, 0.3406, 0.0084, 0.0544, 0.0073, -0.2345
Si, 8.0074, 2.8359, 0.103, -0.0207, -0.0733, -0.2089
Si, 5.8789, 5.1049, -0.04, -0.0126, -0.0071, -0.2933
Si, 8.6061, 7.9903, 0.0231, 0.0358, 0.046, -0.2142
Si, 1.424, 1.3298, 1.1694, -0.0283, 0.0315, 0.0451
Si, 4.1472, 4.0803, 1.1912, -0.0312, 0.0101, 0.051
Si, 1.3386, 6.7928, 1.3128, 0.0107, -0.0261, 0.0439
Si, 4.0699, 9.5038, 1.1362, 0.0276, 0.0035, 0.0454
Si, 6.7759, 1.3666, 1.4147, 0.0118, -0.0262, 0.0143
Si, 9.5458, 4.087, 1.3118, 0.0215, -0.0054, 0.0177
Si, 6.9255, 6.8022, 1.1963, -0.0137, -0.0017, 0.0432
Si, 9.6696, 9.5217, 1.3766, -0.0125, 0.0153, 0.0172
Si, 0.0604, 2.6864, 2.5636, 0.0042, -0.0051, 0.0055
Si, 2.7482, -0.0262, 2.5805, -0.0098, -0.0257, 0.004
Si, 0.0651, 8.1443, 2.7521, 0.0105, 0.003, -0.0129
Si, 2.7701, 5.4228, 2.567, -0.0014, 0.012, 0.0009
Si, 5.4291, 2.7648, 2.7012, -0.0004, -0.0004, -0.0074
Si, 8.1879, -0.0358, 2.6468, 0.007, 0.0103, 0.0089
Si, 5.4736, 8.1495, 2.4899, -0.0025, 0.0102, -0.0001
Si, 8.1986, 5.4576, 2.6648, 0.0005, 0.0099, -0.0027
Si, 1.4033, 4.0535, 3.9329, 0.0029, -0.0041, 0.0045
Si, 4.0695, 1.3385, 3.9684, -0.0034, 0.0159, 0.0402
Si, 1.4237, 9.5411, 4.0136, -0.0007, 0.003, 0.0247
Si, 4.1313, 6.8128, 3.9098, -0.0163, -0.0293, 0.0089
Si, 6.8162, 4.1195, 4.0066, 0.0042, -0.0151, 0.0347
Si, 9.5514, 1.3666, 3.958, -0.0145, -0.012, 0.012
Si, 6.7937, 9.4682, 3.9427, 0.0084, 0.0101, 0.0064
Si, 9.5413, 6.786, 4.0329, 0.0008, -0.0039, 0.0248
Si, 0.0117, -0.0007, 5.3352, -0.0001, 0.0165, 0.0101
Si, 2.7147, 2.6906, 5.3271, -0.0207, 0.0011, 0.0069
Si, 0.0342, 5.4032, 5.3241, 0.0023, -0.0137, 0.0103
Si, 2.7869, 8.1651, 5.3128, 0.008, 0.0076, 0.0038
Si, 5.4365, -0.0279, 5.301, -0.0001, -0.0137, 0.0083
Si, 8.1768, 2.73, 5.3237, 0.0165, -0.0071, 0.0125
Si, 5.4531, 5.465, 5.3369, -0.0055, 0.0231, 0.0045
Si, 8.1388, 8.128, 5.3377, -0.0095, 0.0066, 0.0052
Si, 1.3422, 1.3654, 6.7109, -0.0019, -0.0079, -0.0028
Si, 4.0855, 4.0683, 6.6473, 0.0012, -0.0138, 0.001
Si, 1.3968, 6.8053, 6.6289, -0.0014, -0.0022, -0.0056
Si, 4.0871, 9.5279, 6.7169, -0.0073, 0.0059, -0.001
Si, 6.7858, 1.3489, 6.6386, -0.0054, 0.0041, 0.008
Si, 9.5331, 4.0738, 6.707, -0.004, 0.0006, 0.0039
Si, 6.8097, 6.785, 6.7327, 0.0011, -0.0148, 0.0046
Si, 9.4975, 9.5077, 6.6521, -0.0033, -0.0106, -0.0034
Si, -0.0272, 2.7018, 8.077, -0.0008, 0.0016, 0.0059
Si, 2.6873, 0.0098, 8.0817, 0.011, 0.0001, -0.0089
Si, 0.0004, 8.1424, 7.9728, -0.0047, 0.0127, -0.01
Si, 2.7203, 5.4274, 7.9747, 0.0008, -0.0054, 0.0034
Si, 5.4196, 2.6952, 8.0146, 0.0015, -0.0148, 0.009
Si, 8.1301, -0.0092, 7.9873, 0.0093, 0.0161, 0.0016
Si, 5.4448, 8.1575, 8.0538, -0.0053, 0.0008, 0
Si, 8.1767, 5.4182, 8.1018, -0.0061, 0.0091, -0.0017
Si, 1.361, 4.1095, 9.3531, 0.0048, -0.0134, -0.0116
Si, 4.0396, 1.4001, 9.4406, -0.0284, 0.0204, -0.0143
Si, 1.2407, 9.5404, 9.3819, -0.0016, 0.0014, -0.0107
Si, 4.0595, 6.7663, 9.3397, 0.0119, 0.0196, -0.0069
Si, 6.7853, 3.9992, 9.4067, -0.0088, -0.0134, 0.008
Si, 9.4412, 1.3247, 9.3875, -0.0185, -0.0249, 0.0017
Si, 6.798, 9.5396, 9.3775, -0.0064, -0.007, -0.0068
Si, 9.6027, 6.8005, 9.4126, 0.0237, -0.0377, -0.0327
Si, -0.1434, 0.0013, 10.8108, -0.0181, 0.0219, -0.0237
Si, 2.6566, 2.8176, 10.7886, 0.0663, 0.0018, -0.0252
Si, 0.0548, 5.3889, 10.8035, -0.034, 0.0041, -0.0235
Si, 2.6045, 8.1037, 10.5984, -0.0592, -0.0261, -0.017
Si, 5.4174, 0.0007, 10.7424, 0.0034, -0.0251, -0.033
Si, 8.0939, 2.6035, 10.8176, -0.0335, -0.0077, -0.0346
Si, 5.4056, 5.3897, 10.6954, 0.0083, -0.0663, -0.0762
Si, 8.262, 8.2483, 10.6796, 0.0231, 0.0583, -0.0552
Si, 1.1589, 1.4964, 12.0567, -0.0168, -0.0297, -0.0199
Si, 4.0305, 4.1602, 12.1924, -0.0843, 0.0063, 0.0067
Si, 1.4198, 6.8004, 12.14, 0.0529, -0.0136, 0.0242
Si, 3.9172, 9.4856, 11.8637, -0.0202, -0.0105, -0.0649
Si, 6.7182, 1.2549, 12.2632, 0.0868, 0.0056, -0.0107
Si, 9.5521, 3.9391, 12.0851, 0.0111, -0.0163, -0.0476
Si, 6.9458, 6.7468, 11.7877, -0.0089, -0.0096, -0.0151
Si, 9.3835, 9.5766, 12.3057, 0.0295, 0.0202, 0.0146
Si, -0.143, 2.6568, 13.7156, -0.053, -0.0217, -0.0405
Si, 2.5369, 0.0432, 13.1299, -0.0003, 0.0324, -0.017
Si, -0.0407, 8.1045, 13.4365, 0.0188, 0.0647, -0.047
Si, 2.8325, 5.6155, 13.6933, -0.0431, -0.0897, -0.2974
Si, 5.3202, 2.7001, 13.505, -0.0358, 0.034, -0.0505
Si, 7.9006, -0.1042, 13.9114, 0.049, 0.1443, -0.2299
Si, 5.4228, 8.0259, 12.8784, 0.0398, 0.0887, -0.2141
Si, 8.1811, 5.3824, 13.2331, 0.0138, 0.0498, -0.0365
Si, 1.106, 4.3838, 14.7736, 0.0607, 0.0677, 0.4825
Si, 3.9463, 1.1281, 14.6009, 0.0059, -0.2257, 0.4202
Si, 1.2611, 9.6477, 14.5718, 0.1175, -0.0533, 0.3414
Si, 4.8422, 6.7006, 14.6479, -0.1292, 0.0832, 1.0678
Si, 6.7987, 4.1315, 14.5936, -0.0428, 0.0646, 0.3654
Si, 8.9562, 1.6564, 15.3141, -0.021, 0.0131, 0.2722
Si, 5.8882, 9.4538, 14.5854, -0.2242, 0.0389, 1.0225
Si, 9.6699, 6.4812, 14.6419, -0.0499, 0.0206, 0.3854
Si, 0.5602, 6.5647, 19.0435, 0.0509, 0.0038, 0.1131
Si, -1.579, 7.5087, 17.3978, 0.0164, -0.0185, 0.2271
Si, 7.9089, 3.6192, 21.5679, 0.008, -0.0155, 0.0356
Si, 3.6846, 8.9361, 16.5367, -0.138, -0.0592, 0.1857
Si, 1.8352, 9.0938, 18.8992, 0.015, -0.0085, 0.138
Si, -0.4215, -0.5086, 17.0941, 0.0547, -0.0719, 0.2203
Si, 4.3719, 8.582, 20.1798, 0.01, -0.0065, 0.0663
Si, 5.3541, 10.5345, 18.3339, 0.0294, -0.0236, 0.1623
Si, 4.3058, 12.1562, 20.767, 0.0011, 0.017, 0.0505
Si, -2.7172, 11.5352, 21.1509, -0.01, 0.015, 0.0763
Si, 7.8105, 3.5776, 17.3565, 0.0099, 0.0793, 0.3184
Si, -0.3873, 13.1729, 21.8807, -0.0282, 0.0015, 0.0313
Si, 2.7552, 2.8103, 16.9049, 0.0245, 0.0023, 0.2607
Si, 16.5439, 9.9771, 22.3548, 0.0131, -0.0141, 0.0135
Si, 3.2552, 6.6832, 18.4559, 0.0185, 0.0114, 0.1127
Si, -1.5854, 9.0167, 25.7566, 0.0141, -0.0114, -0.0703
Si, -2.8422, 11.6707, 18.1221, -0.0801, -0.0324, 0.2444
Si, 1.2412, -0.3848, 25.4964, -0.0046, 0.0109, -0.064
Si, -5.8527, 1.4857, 26.6318, -0.0245, 0.0144, -0.0815
Si, 4.2095, 4.1658, 20.8751, -0.0032, 0.0011, 0.0525
Si, 0.9595, 13.5076, 24.6489, -0.0038, -0.0062, -0.0261
Si, -1.9898, -5.4655, 19.2658, 0.0147, 0.0011, 0.135
Si, 4.1268, -0.6611, 24.8702, 0.0004, -0.0086, -0.0584
Si, 10.1553, 5.0836, 25.6974, -0.0092, -0.0107, -0.0754
Si, 3.3781, -0.6914, 27.5004, -0.0029, 0.0283, -0.1363
Si, 7.7932, 11.1031, 27.4326, -0.0208, 0.0083, -0.1608
Si, -1.1522, 1.5064, 29.5951, -0.0152, -0.0031, -0.2539
Si, -5.1044, 5.0752, 23.1991, 0.016, 0.0061, -0.0156
Si, -2.6226, 6.5737, 27.229, 0.0383, 0.0004, -0.1426
Si, 5.8646, 6.7723, 29.2372, 0.0216, 0.024, -0.2056
Si, 1.8287, -5.2267, 27.1177, 0.0109, 0.0282, -0.1412
Si, 3.7731, 4.0001, 25.5041, 0.0105, -0.0164, -0.067
Si, -5.8597, 4.5753, 17.8663, -0.0531, 0.0594, 0.2141
Si, 11.9095, 3.7845, 29.5453, 0.0025, 0.0169, -0.2378
Si, 3.2132, 7.624, 28.8711, 0.0039, 0.0265, -0.2174
Si, -8.9725, 2.6217, 19.968, 0.0063, 0.0128, 0.1467
Si, -2.9587, 6.7443, 24.5275, 0.005, 0.0053, -0.0514
Si, 6.8645, 9.4844, 29.8669, -0.0322, -0.0291, -0.2062
O, -0.3917, 0.2737, 30.3238, 0.0468, -0.0181, 0.1761
O, 2.0284, -3.8454, -3.8778, 0.0203, 0.0017, 0.0948
O, 0.3922, 4.9627, 30.4506, -0.0374, 0.0239, 0.1911
O, 3.359, -1.6441, 28.776, -0.0121, -0.0518, 0.103
O, -1.2659, 6.8251, -0.5644, -0.0244, -0.0164, 0.1339
O, -2.2481, 2.1053, 30.6095, -0.0339, 0.0567, 0.1602
O, 5.889, 8.2085, 29.981, 0.0133, 0.019, 0.089
O, 4.1352, 12.2975, -0.6117, -0.0288, -0.0091, 0.189
O, 6.1344, -0.1554, 30.5689, -0.0328, 0.0414, 0.1445
O, -4.1693, -4.4756, 23.4916, -0.0058, 0.0021, 0.0089
O, -0.2085, -7.2851, 25.2769, 0.008, 0.0099, 0.0384
O, 13.1794, 3.1355, 30.3267, 0.0455, -0.0445, 0.1669
O, 2.4692, 3.2249, 24.8565, 0.0021, -0.002, 0.0218
O, 6.9194, 3.9148, -0.4492, 0.0315, 0.0199, 0.1601
O, 9.1881, 7.9225, 26.9971, -0.0109, -0.0074, 0.0477
O, 8.2212, 8.9798, 30.5811, 0.0375, -0.0318, 0.1349
O, -0.0871, 5.4281, 15.2193, -0.0331, -0.0477, -0.3225
O, 3.0014, 9.5139, 20.0012, 0.0087, -0.0088, -0.0385
O, 6.9041, 3.9982, 22.7628, -0.005, 0.0054, -0.0102
O, 0.2309, -0.484, 15.6157, 0.0162, -0.0539, -0.1861
O, 2.5164, 9.1367, 15.4486, 0.0749, -0.0208, -0.1816
O, -7.8637, 12.4259, 15.9133, 0.0254, 0.0475, -0.2468
O, 16.3764, -1.7416, 19.1437, -0.0554, 0.0279, -0.0753
N, 5.0171, 8.2092, 15.6981, 0.1328, -0.1469, -0.4727
O, 1.9482, -5.1025, 18.7841, -0.0022, -0.0205, -0.0483
O, -0.5066, 5.6987, 19.8965, -0.0094, -0.0069, -0.0471
O, 5.8152, 5.4204, 15.1526, -0.0336, 0.0495, -0.5374
N, 9.3461, 0.849, 16.9713, 0.0348, 0.021, -0.218
O, 3.9828, 17.9251, 19.8731, 0.0054, -0.0026, -0.0461
O, -10.0291, 10.2079, 18.1825, -0.0803, 0.0702, -0.1033
N, 7.8984, 13.9876, 15.7097, 0.011, -0.0331, -0.2984
O, 6.7516, -0.0532, 17.5711, 0.0374, 0.002, -0.0869
O, 5.1255, 8.6468, 21.6005, 0.0202, 0.0184, -0.069
O, -1.4346, 20.0045, 17.4363, 0.0021, 0.0392, -0.1008
O, -2.0791, 7.0489, 15.9324, 0.043, -0.0039, -0.2349
O, 4.261, 5.9437, 17.441, 0.0261, -0.0584, -0.0651
O, 4.1337, -0.5594, 17.3055, -0.0141, -0.0085, -0.1637
O, -4.305, -6.2727, 17.5155, 0.0073, -0.0496, -0.1127
O, -0.0901, 6.8982, 17.5988, -0.0538, 0.013, -0.1157
O, 9.0656, 4.3711, 18.022, -0.0193, -0.0313, -0.1097
O, 7.5211, 2.3078, 18.3051, 0.0168, 0.0193, -0.1203
N, 2.7775, 8.148, 17.7722, -0.007, 0.0505, -0.1244
O, -1.2564, 11.7704, 21.8615, 0.0042, 0.002, -0.0173
O, 5.0024, 10.7936, 14.9777, 0.1821, 0.0332, -0.4799
O, 2.7118, 12.2203, 20.54, -0.0113, 0.0031, -0.0299
O, -2.9668, 4.7713, 20.3963, 0.0086, 0.003, -0.0631
O, 2.5173, 10.165, 24.4775, -0.0062, 0.0034, 0.0237
O, -8.2735, 3.9446, 20.6544, -0.0032, -0.0145, -0.0509
O, 1.7751, 3.8551, 16.1744, -0.0441, 0.0045, -0.1708
O, -1.6578, -5.6277, 27.0543, -0.0031, 0.0082, 0.0552
O, -2.4668, 11.0756, 19.601, 0.009, 0.0078, -0.1207
O, 4.6436, 11.1525, 21.9576, -0.0048, 0.0101, -0.0246
O, 8.4047, 6.8516, 18.6086, 0.0077, 0.0226, -0.0943
O, 4.7097, 5.2439, 21.9747, -0.0144, -0.0004, -0.0095
O, 4.1385, 0.7191, 27.7737, -0.0019, -0.0079, 0.0507
O, -2.3202, -2.6187, 24.4817, 0.0086, -0.0019, 0.0331
O, -8.8203, -8.3284, 18.3508, 0.0235, -0.0234, -0.1569
O, -0.0535, 9.4919, 25.3885, -0.0003, -0.004, 0.0267
O, 1.8508, 10.4061, 27.0005, 0.013, -0.0137, 0.049
O, -10.0917, 12.0363, 25.297, -0.0043, -0.0092, 0.0241
O, -6.6121, 3.3588, 17.1347, -0.0323, -0.0087, -0.0841
O, 7.1836, 10.4687, 21.9474, 0.0104, 0.015, -0.0148
O, -1.4461, -7.3803, 22.0926, 0.0024, 0.0063, -0.017
O, 0.7009, 2.4067, 23.0602, 0.0069, 0.0029, 0.0028
O, -2.4078, -0.5185, 26.1568, -0.0092, 0.0208, 0.0557
O, 4.7892, 2.7196, 21.2958, 0.0086, -0.0055, -0.0191
O, -6.0009, 4.4921, 19.4561, 0.041, 0.011, -0.0845
O, 4.576, 0.8735, 25.1876, 0.0073, 0.0058, 0.025
O, 0.9003, 8.0142, 19.7088, -0.0061, -0.018, -0.0648
O, 2.9218, 7.3953, 30.4497, -0.0201, 0.0268, 0.2087
O, -6.008, 4.5531, 24.4379, -0.0058, -0.0068, 0.021
O, -4.2701, 1.2353, 26.9367, 0.0312, -0.0159, 0.0545
O, 3.1737, 5.2617, 26.3102, -0.0171, 0.0106, 0.0547
O, -3.5578, 6.5293, 28.5466, -0.0508, 0.0042, 0.1067
O, 5.0531, 11.7366, 19.3844, 0.0074, -0.0067, -0.0547
O, -1.6496, 5.7301, 24.5014, -0.0062, -0.0106, 0.0328
O, 4.6054, 3.0419, 26.5314, 0.0035, -0.0039, 0.035
O, 5.2893, 9.6467, 23.8991, -0.0089, 0.0078, 0.0183
O, 8.9424, 11.8938, 28.2618, 0.049, 0.0221, 0.129
O, 4.5536, 6.8877, 28.3009, 0.0171, 0.0094, 0.0781
O, 7.222, 17.4373, 25.9807, -0.0036, -0.0025, 0.0617
O, -3.4023, 2.1254, 21.0945, 0, -0.0053, -0.0375
O, -0.0655, 2.6404, 29.2115, -0.0013, -0.0027, 0.0917
O, 1.349, -1.4487, 31.2121, 0.002, 0.0262, 0.1411
O, 1.4874, 4.4321, 28.134, -0.0358, -0.0403, 0.1286
O, 0.6385, 5.9006, 26.0383, 0.0145, 0.0066, 0.0433
O, 5.4795, -5.2482, 30.2905, -0.0017, -0.0435, 0.193
O, 4.2008, -1.4425, 26.2969, -0.0007, -0.0029, 0.0603
O, 7.1569, 9.9224, 28.3458, -0.0135, -0.0272, 0.1317
O, 0.3714, 13.3646, 20.4499, 0.0238, 0.0095, -0.0359

Results
free energy: -136303.685 eV
free energy less fixed offsets of N -386.36, O -570.45, Si -639.56 eV per atom: 1.495 eV

The program warned: the cutoff lies below the one the program advises for these potential files; the forces do not sum to zero within the program's tolerance; empty levels may hold ghost states of the PAW files; the exchange-correlation potential is rough where the density is thin.
